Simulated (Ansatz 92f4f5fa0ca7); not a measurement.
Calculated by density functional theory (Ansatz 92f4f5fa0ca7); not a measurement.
Periodic cell of 226 atoms, Si133O92P1, from a study of silicon, its oxide and their interface. The atomic structure is a simulated model.
Doubt: the cutoff is low for norm-conserving oxygen, so forces and energies are approximate.
Doubt: the program's own warning below bears on the result.

Settings: functional HSE06; potential files SPMS norm-conserving; basis plane waves; wave-function cutoff 800 eV; density cutoff ratio 4; exchange-correlation grid ratio 1; k mesh 1 x 1 x 1, Gamma-centred; occupations fixed; spin none; net charge +1 e, with a uniform compensating background and no finite-size correction.

Cell vectors (angstrom)
a  10.938  0  0
b  0  10.938  0
c  0  0  31.9494

Atoms: element, x, y, z (angstrom)
Si  10.6186  -0.0005  24.408
Si  5.082  0.1186  24.6637
Si  2.8245  2.2889  24.5214
Si  8.5616  2.4403  24.5612
Si  10.7118  5.5878  24.3321
Si  5.1539  5.6114  24.4408
Si  2.9824  7.9518  24.4051
Si  8.4161  7.8293  24.4072
Si  1.2908  1.1262  25.8269
Si  6.8142  1.328  25.7526
Si  3.9818  4.0071  25.7242
Si  9.6855  4.0248  25.8457
Si  1.3364  6.7925  25.6819
Si  6.8022  6.7198  25.7403
Si  4.0014  9.4621  25.9524
Si  9.4794  9.4396  25.7951
Si  2.6313  -0.1372  27.2771
Si  8.1479  -0.0742  27.1503
Si  0.0792  2.6513  27.1959
Si  5.4383  2.7252  27.1164
Si  2.6717  5.4046  27.1139
Si  8.1878  5.3693  27.1274
Si  0.0023  8.1594  27.135
Si  5.5128  8.136  27.1765
Si  4.0778  1.3075  28.4982
Si  9.5505  1.3315  28.5072
Si  1.3694  4.0597  28.5669
Si  6.8047  4.0609  28.5188
Si  4.0839  6.7707  28.486
Si  9.5532  6.7804  28.4786
Si  1.3061  9.4793  28.6313
Si  6.8241  9.5319  28.56
Si  -0.0402  -0.0217  29.9328
Si  5.4557  -0.0158  29.8956
Si  2.763  2.7072  29.9045
Si  8.179  2.702  29.8724
Si  -0.0193  5.4459  29.8893
Si  5.4515  5.4392  29.886
Si  2.7374  8.1324  29.9094
Si  8.2285  8.1788  29.8787
P  1.3664  1.3708  31.2554
Si  6.8222  1.3653  31.2613
Si  4.1095  4.078  31.2971
Si  9.5504  4.0759  31.2368
Si  1.3535  6.807  31.276
Si  6.8286  6.8417  31.2467
Si  4.0792  9.5634  31.2467
Si  9.5549  9.5481  31.312
Si  2.7297  0.0212  0.6797
Si  8.1887  0.0118  0.6786
Si  0.0088  2.7414  0.6805
Si  5.4935  2.7468  0.7128
Si  2.7379  5.4659  0.6839
Si  8.2117  5.4867  0.6719
Si  0.0147  8.202  0.7142
Si  5.4731  8.2297  0.6904
Si  4.0962  1.404  2.0678
Si  9.6039  1.3391  2.0358
Si  1.3709  4.1366  2.0607
Si  6.8459  4.1605  2.0536
Si  4.0961  6.8565  2.0374
Si  9.5737  6.8424  2.0731
Si  1.3521  9.6257  2.0655
Si  6.8303  9.6236  2.0567
Si  0.0254  0.0433  3.4915
Si  5.475  0.0402  3.4524
Si  2.7164  2.7753  3.4208
Si  8.273  2.7957  3.3334
Si  0.022  5.5139  3.475
Si  5.4743  5.5379  3.4305
Si  2.7497  8.2557  3.39
Si  8.2397  8.2903  3.3919
Si  1.3754  1.4627  4.8587
Si  6.9149  1.4845  4.7123
Si  4.0651  4.1657  4.7613
Si  9.605  4.0832  4.7915
Si  1.3672  6.9849  4.8294
Si  6.8383  6.9965  4.7364
Si  4.097  9.5793  4.7989
Si  9.6163  9.579  4.8483
Si  2.7574  0.04  6.142
Si  8.2914  0.1302  6.0873
Si  0.0202  2.8063  6.3178
Si  5.5218  2.844  6.0622
Si  2.7536  5.6075  6.1323
Si  8.2554  5.6046  5.9568
Si  0.0493  8.3095  6.3701
Si  5.503  8.3094  6.2303
Si  4.4256  1.1923  7.3228
Si  9.8085  1.1561  7.6255
Si  1.1822  4.5174  7.5066
Si  6.6465  4.5463  7.2469
Si  4.3232  6.7127  7.5425
Si  9.7273  6.6205  7.5031
Si  1.2812  9.9443  7.7036
Si  6.7229  9.9764  7.4145
O  9.5743  1.2392  23.9882
O  4.0987  6.8015  23.9507
O  4.0219  1.238  24.036
O  9.54  6.6999  23.9017
O  -0.026  5.5546  8.01
O  5.5711  0.1369  7.9038
O  0.0678  0.0903  8.1353
O  5.5316  5.6143  7.8638
O  7.6106  3.9607  8.423
O  8.722  7.0613  8.75
O  2.1841  9.4607  9.0294
O  8.8912  1.6823  8.9179
O  7.6333  9.4873  8.6972
O  3.6025  1.8443  8.5755
O  3.5806  7.2285  8.9386
O  2.0797  4.033  8.8066
O  8.1256  3.4997  23.3738
O  0.4645  4.9336  22.9631
O  1.8981  2.7386  23.246
O  5.821  4.9049  23.1133
O  5.5383  9.9743  23.5207
O  2.4315  8.6923  23.0351
O  0.1826  10.0631  23.0865
O  7.7918  8.5718  23.0693
Si  8.6583  7.7001  18.4409
Si  8.7891  6.3613  13.6327
Si  3.7951  1.5433  14.7363
Si  2.1396  5.7502  17.6272
Si  2.4225  3.1451  19.4883
Si  9.8181  9.0353  12.0835
Si  1.3263  9.4184  22.0699
Si  9.1755  0.9681  13.1979
Si  1.4255  5.0577  13.0302
Si  1.7961  8.2574  12.821
Si  6.651  9.5493  22.4185
Si  4.5287  4.6044  15.7094
Si  8.2149  3.0269  9.5906
Si  0.8412  8.245  19.2588
Si  6.9515  1.3481  21.0866
Si  8.232  8.3265  9.6789
Si  10.8916  5.2067  15.6089
Si  7.5703  9.5031  16.3178
Si  9.9336  2.0607  20.296
Si  3.2198  8.5163  9.9216
Si  6.6975  3.3474  17.4052
Si  1.1683  0.2117  19.8037
Si  3.2371  2.8196  12.3009
Si  7.2182  5.3929  19.679
Si  5.7501  8.6775  11.5499
Si  5.7887  6.0794  13.2057
Si  4.6344  9.7051  17.6226
Si  1.0262  3.5987  22.1664
Si  4.9002  1.4828  18.7955
Si  3.2045  3.0979  9.5214
Si  6.4535  10.8268  13.7938
Si  10.3519  0.119  15.9717
Si  5.6665  3.6652  11.161
Si  9.847  3.9022  11.9087
Si  2.3445  9.9266  15.5465
Si  6.0741  8.1184  19.7966
Si  6.9295  3.9702  22.3651
Si  9.7563  2.7782  17.3632
O  7.1993  6.3834  13.9763
O  1.8835  7.0599  18.6799
O  10.2917  4.0394  16.5286
O  6.1672  9.9605  17.0559
O  10.1503  0.7066  14.4682
O  8.4465  6.1171  18.8578
O  5.1728  0.6922  14.4331
O  5.7191  2.0544  17.517
O  8.3517  1.9447  20.5675
O  1.9936  4.3015  18.4066
O  6.968  2.811  10.6383
O  4.8729  2.7108  12.2154
O  6.0313  4.3964  16.3478
O  4.575  3.9272  9.9332
O  10.6883  2.7822  21.5591
O  9.7273  6.1632  14.9664
O  6.0064  6.4825  19.8416
O  4.0821  0.1695  18.2829
O  9.2592  10.5565  12.272
O  2.8579  4.3629  12.7052
O  1.9106  10.7042  21.2175
O  3.9988  2.7209  19.3843
O  0.7315  10.0435  15.9635
O  1.2778  9.8045  18.842
O  1.7134  1.6673  19.2794
O  8.9419  10.3927  16.4986
O  4.8724  8.5816  18.7923
O  9.5814  8.757  10.4854
O  6.7508  4.0809  18.8583
O  2.8434  1.7217  13.4059
O  5.8229  8.7654  21.2673
O  2.5489  2.4559  10.8702
O  7.6153  4.8499  21.1733
O  5.2138  7.4845  12.5544
O  0.4357  9.0716  12.4996
O  7.5839  1.0635  13.576
O  7.1099  9.6391  14.7457
O  8.9788  5.0338  12.6945
O  8.0922  8.0402  16.9147
O  6.2123  2.5682  21.9055
O  2.4618  9.0714  14.1098
O  0.4295  4.4929  11.8644
O  0.814  8.3125  20.9366
O  9.3971  3.8352  10.3464
O  9.6584  2.3875  12.5274
O  7.6198  8.5607  19.3992
O  2.5526  8.1738  11.3671
O  3.9787  3.0634  15.3747
O  0.8376  4.4904  14.4402
O  10.0497  2.9987  18.9585
O  9.1456  7.8062  12.9412
O  10.5165  0.5395  20.0864
O  6.0349  5.0501  11.9364
O  8.1563  2.7447  17.0123
O  3.5371  5.4822  16.7305
O  4.6715  9.1356  10.3821
O  1.536  6.6785  13.1819
O  4.7618  5.4961  14.3452
O  2.058  3.8544  20.9256
O  10.5531  1.4119  16.9516
O  0.9491  6.0742  16.5557
O  7.3294  10.9513  21.9421
O  5.9374  0.9109  19.9118
O  6.0696  10.0366  12.4052
O  2.8483  0.549  15.6041
O  7.0528  8.0251  10.7715
O  10.2435  8.0192  18.692
O  3.4459  9.1986  16.578

Results
free energy: -56470.743 eV
free energy less fixed offsets of O -447.96, P -185.95, Si -113.29 eV per atom: -4.903 eV
gap between the highest filled and lowest empty level on this k mesh: 1.089 eV

The program warned: the cutoff lies below the one the program advises for these potential files; the model core charge is not resolved on the grid; the forces do not sum to zero within the program's tolerance; the exchange-correlation potential is rough where the density is thin.
